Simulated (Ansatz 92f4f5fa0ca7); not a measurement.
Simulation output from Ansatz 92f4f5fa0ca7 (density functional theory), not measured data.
Periodic cell of 255 atoms, Si165O90, from a study of silicon, its oxide and their interface. The atomic structure is a simulated model.
Doubt: the cutoff is far below the 930 eV that the study's wrapper takes by default for these files, so forces and energies are approximate.
This geometry differs little from another in the collection (a relaxation step or a small displacement).

Settings
functional: PBE
potential files: Ansatz PAW
basis: plane waves
wave-function cutoff: 580 eV
density cutoff ratio: 5
exchange-correlation grid ratio: 1
k mesh: 1 x 1 x 1, Gamma-centred
self-consistency stop: 5e-08 eV per atom in the density residual
occupations: fixed
spin: none
net charge: 0

Cell vectors (angstrom)
a 10.938 0 0
b 0 10.938 0
c 0 0 37.4808

Atoms: element, x, y, z (angstrom)
Si 0 0 0.683
Si 5.469 0 0.683
Si 2.7345 2.7345 0.683
Si 8.2035 2.7345 0.683
Si 0 5.469 0.683
Si 5.469 5.469 0.683
Si 2.7345 8.2035 0.683
Si 8.2035 8.2035 0.683
Si 1.3673 1.3673 2.0503
Si 6.8362 1.3673 2.0503
Si 4.1018 4.1018 2.0503
Si 9.5708 4.1018 2.0503
Si 1.3673 6.8362 2.0503
Si 6.8362 6.8362 2.0503
Si 4.1018 9.5708 2.0503
Si 9.5708 9.5708 2.0503
Si 2.7345 0 35.4293
Si 8.2035 0 35.4293
Si 0 2.7345 35.4293
Si 5.469 2.7345 35.4293
Si 2.7345 5.469 35.4293
Si 8.2035 5.469 35.4293
Si 0 8.2035 35.4293
Si 5.469 8.2035 35.4293
Si 4.1018 1.3673 36.7965
Si 9.5708 1.3673 36.7965
Si 1.3673 4.1018 36.7965
Si 6.8362 4.1018 36.7965
Si 4.1018 6.8362 36.7965
Si 9.5708 6.8362 36.7965
Si 1.3673 9.5708 36.7965
Si 6.8362 9.5708 36.7965
Si -1.3827 -1.5118 28.6813
Si 5.1138 0.5466 27.3352
Si 3.2605 2.152 27.3732
Si 7.9902 2.9141 27.3308
Si -0.2875 5.6031 27.3896
Si 5.7012 5.093 27.2181
Si 2.6203 8.7347 26.7871
Si 8.4841 7.8949 27.2104
Si 1.3792 1.3058 28.5551
Si 6.8385 1.3716 28.6625
Si 4.1288 3.9757 28.5943
Si 9.5108 4.0496 28.6851
Si 1.3412 6.6696 28.6612
Si 6.8198 6.7678 28.4829
Si 4.115 9.6636 28.405
Si 11.048 10.618 27.3706
Si 2.7343 -0.0545 29.9438
Si 8.1919 -0.0645 29.9532
Si 0.0238 2.6836 29.9405
Si 5.5088 2.73 30.057
Si 2.7511 5.3443 29.9698
Si 8.1656 5.4757 29.9935
Si 0.059 8.1396 30.0259
Si 5.4283 8.1908 29.7844
Si 4.0992 1.3244 31.3305
Si 9.5758 1.3213 31.3031
Si 1.361 4.0364 31.3539
Si 6.8447 4.1145 31.3965
Si 4.1105 6.8178 31.2481
Si 9.5827 6.7943 31.3569
Si 1.3945 9.5486 31.3609
Si 6.7898 9.5096 31.2717
Si 0.0042 -0.0212 32.6979
Si 5.4649 -0.0448 32.6794
Si 2.7408 2.6911 32.7104
Si 8.2219 2.7071 32.6953
Si 0.0008 5.425 32.7118
Si 5.4595 5.4923 32.6981
Si 2.7542 8.1601 32.6829
Si 8.1935 8.1867 32.6742
Si 1.356 1.3533 34.0713
Si 6.8281 1.3463 34.0487
Si 4.096 4.102 34.0563
Si 9.5652 4.0801 34.0743
Si 1.3642 6.8203 34.058
Si 6.8346 6.8388 34.0648
Si 4.0964 9.5496 34.0594
Si 9.5577 9.5615 34.0545
Si 2.7452 0.0135 3.4156
Si 8.2236 0.0355 3.4186
Si -0.0083 2.748 3.4291
Si 5.4752 2.7544 3.4252
Si 2.7213 5.466 3.4353
Si 8.2119 5.477 3.4235
Si 0.0125 8.2006 3.4243
Si 5.4903 8.2277 3.4218
Si 4.0701 1.4217 4.7858
Si 9.5463 1.4268 4.8247
Si 1.3237 4.1143 4.83
Si 6.875 4.0934 4.806
Si 4.1114 6.8534 4.7637
Si 9.575 6.8438 4.7999
Si 1.3687 9.6 4.7799
Si 6.8595 9.6275 4.7846
Si -0.0023 0.058 6.1333
Si 5.5003 0.1099 6.1169
Si 2.6636 2.7236 6.2015
Si 8.1973 2.7573 6.2954
Si -0.0824 5.4431 6.2274
Si 5.5057 5.4925 6.0973
Si 2.7587 8.24 6.1252
Si 8.2798 8.2977 6.1419
Si 1.266 1.3577 7.6228
Si 6.7853 1.4027 7.666
Si 4.1154 4.1163 7.4327
Si 9.5273 4.0984 7.7713
Si 1.313 6.8917 7.4386
Si 6.8966 6.899 7.3974
Si 4.1388 9.6934 7.4134
Si 9.6145 9.706 7.5673
Si 3.8404 1.4106 10.3058
Si 8.1799 0.0188 9.0397
Si -0.1655 2.5463 9.1754
Si 5.2781 2.7406 8.9779
Si 2.7979 5.5843 8.6803
Si 8.1817 5.6923 8.9652
Si 0.1286 8.3566 8.8644
Si 5.6237 8.3858 8.6609
Si 2.726 -0.035 8.8605
Si 9.4814 1.1649 10.6843
Si 1.4199 3.4178 10.6439
Si 6.5071 5.1811 10.562
Si 4.1315 7.1019 9.8173
Si 9.5156 7.2026 10.145
Si 1.8543 9.2341 10.27
Si 7.111 9.2924 10.2821
O 5.7306 0.2742 25.8196
O 9.6011 6.7442 26.8128
O 2.6585 2.3732 11.0365
O 1.6003 11.2463 13.0833
O 10.1067 0.0977 26.0807
O 3.9917 6.7048 23.6545
O 6.0583 3.6641 10.12
O -0.4193 0.0552 11.3305
O 7.0714 5.0852 12.1015
O 4.7536 0.5346 11.4007
O 12.9473 15.6368 9.8289
O 5.1947 6.1887 10.7294
O 0.6308 4.0508 11.9867
O 8.3211 8.212 10.8065
O 8.7081 1.8608 11.9914
O 3.0953 8.1588 10.6135
O 0.4618 4.9791 26.0731
O 2.9913 8.5633 25.1913
O 8.6901 2.3349 25.96
O 1.2418 9.5985 26.7701
O 5.0571 5.5893 25.7873
O 2.3261 -3.6717 27.4466
O 8.0337 8.5624 25.7732
O 6.6402 9.6719 23.84
Si 3.3737 5.5974 13.36
Si 9.4564 -6.4208 22.3235
Si 4.5847 4.8548 17.5859
Si 11.6849 10.175 12.1499
Si 5.8595 -0.5349 12.0341
Si 3.481 12.1383 22.7547
Si -0.1985 11.5888 18.552
Si 0.0725 7.8689 14.2519
Si 11.1245 -7.4408 19.8164
Si 4.8142 8.3416 14.2394
Si 8.8916 -1.7302 19.1761
Si 2.6607 -3.3548 23.9147
Si 5.3329 6.0123 24.231
Si -4.7462 4.4066 13.3108
Si 2.3691 9.1807 15.8555
Si 7.5101 8.3559 24.2349
Si 11.56 5.6906 12.2539
Si 4.2342 11.4835 20.0513
Si -1.234 1.8768 15.7599
Si 10.619 -6.484 16.9932
Si 9.2855 7.2546 16.608
Si 1.5246 11.9098 14.5908
Si 4.9156 3.946 22.0437
Si 1.4693 7.8865 21.1925
Si 0.7056 5.1887 24.4771
Si 5.9085 11.0778 24.2068
Si 1.7829 2.554 24.6529
Si 9.861 1.4634 25.2425
Si 7.1788 11.4291 20.1202
Si 2.7575 5.1511 20.0997
Si -4.4992 6.4173 15.7223
Si 9.2743 -3.4502 21.7822
Si 2.2147 -1.1403 18.7398
Si -3.228 1.6374 13.3074
Si 5.8442 2.867 19.4021
Si 2.4982 3.701 15.6485
Si -2.7589 1.6884 22.7991
O 4.05 7.0001 13.766
O -0.87 -0.6143 19.3271
O 12.4077 8.0797 15.0639
O 4.4235 0.1368 23.5416
O -0.557 6.0446 16.7359
O 6.5582 5.1595 14.6984
O 4.4406 1.9993 19.3097
O 2.2824 8.8135 17.4421
O 2.0693 1.4022 23.5392
O 3.7912 4.8535 21.3096
O 2.5245 4.9105 14.5651
O 8.6925 -2.7207 20.4482
O -1.2109 8.0677 15.2513
O 6.6241 2.8464 13.416
O 10.4062 -6.6299 18.6016
O 3.8223 3.8099 16.5899
O 1.3498 6.6552 24.2225
O 0.321 2.2826 25.3002
O -0.3869 6.3929 11.1675
O 6.8676 3.9979 26.7989
O 3.142 0.6645 21.2559
O 12.8594 6.468 20.5338
O 10.8252 1.9197 19.5663
O 5.6505 4.7563 23.2446
O 4.2317 2.6357 22.7009
O 8.804 -5.0294 21.7492
O -2.5007 1.5069 14.7822
O -5.8569 9.3039 12.9618
O 6.0069 3.4998 20.907
O 0.0525 6.333 13.6583
O 4.5769 4.5345 12.9856
O -0.7064 4.9615 23.6962
O 7.5564 10.1566 19.1676
O 5.6845 0.1556 20.7064
O 14.8437 9.1243 15.3346
O 2.3522 8.3516 22.4992
O -2.7743 0.8416 21.3864
O 10.5183 -7.0034 21.2472
O 2.9462 2.5263 25.7879
O 12.2796 0.1779 18.3264
O 3.5698 -5.4884 18.7133
O 7.0951 1.8371 19.17
O 7.8294 -4.3825 16.5278
O 12.7154 3.8633 19.8611
O 8.7213 8.1927 23.1517
O 0.0333 1.562 14.7988
O 5.8209 14.9731 18.2817
O 6.7888 1.3889 23.6104
O 10.8841 -3.2568 21.7164
O 2.5219 13.1767 14.8937
O 12.7637 -0.2401 15.6275
O 9.4267 1.1289 23.7088
O 9.2137 -2.6253 17.8515
O 6.1949 7.843 14.9546
O 1.1824 3.9514 16.5828
O 8.3826 3.3113 22.6124
O 1.7689 4.0449 23.9837
O -1.3441 14.4068 16.1655
O 0.011 9.0205 13.0794
O -9.3275 9.0155 20.0307
O 5.2148 6.1142 16.7644
O -1.0215 1.0108 17.1596
O 2.2516 6.0048 12.2278
O 6.8854 0.2545 13.0419
O 3.7321 10.3287 19.0344
O 6.6011 7.0153 24.1704

Results
free energy: -156078.920 eV
free energy less fixed offsets of O -568.88, Si -635.61 eV per atom: -4.070 eV

Forces (eV/angstrom), in the order of the atoms: element, x, y, z
Si -0.0039 -0.0344 0.0047
Si 0.007 -0.0048 -0.0009
Si -0.021 0.0065 0.0075
Si -0.0473 0.0287 0.0118
Si -0.0195 -0.0093 -0.0042
Si -0.0889 0.0461 -0.0015
Si 0.0043 -0.0552 0.0086
Si -0.0215 -0.0049 0.0068
Si -0.0576 0.067 0.0885
Si -0.0765 0.0674 0.0239
Si -0.0143 0.0992 0.0757
Si 0.0323 0.1002 -0.0062
Si 0.0412 -0.0267 0.0096
Si 0.0102 0.0043 0.0485
Si 0.0523 0.0531 0.0089
Si 0.0608 0.0254 0.1263
Si -0.0052 -0.1187 -0.0152
Si -0.0211 -0.0311 -0.0164
Si 0.0345 -0.0643 0.1321
Si 0.018 -0.0079 -0.1208
Si -0.0276 -0.0586 0.0331
Si -0.0381 -0.0203 -0.0072
Si -0.0269 -0.0462 -0.0909
Si 0.0278 -0.0023 0.068
Si 0.0127 -0.0061 -0.0066
Si 0.0144 -0.0032 0.0085
Si 0.0232 0.0266 0.0065
Si 0.0328 -0.0061 0.0071
Si 0.0414 -0.0006 -0.0101
Si 0.053 -0.0054 0.0037
Si 0.0244 0.0219 0.0054
Si -0.0087 0.0069 0.0034
Si 0.0032 -0.0073 0.0039
Si -0.0502 0.0376 -0.0322
Si 0.0508 -0.0335 0.0033
Si 0.0169 -0.0138 -0.0082
Si -0.0085 0.0171 0.0225
Si -0.003 0.0013 0.0534
Si 0.0766 -0.0465 -0.0305
Si -0.0061 -0.0168 -0.0013
Si -0.0089 -0.0073 -0.0198
Si 0.0029 -0.021 0.0074
Si -0.0169 0.0152 -0.012
Si 0.0344 -0.0077 -0.0213
Si -0.0101 -0.1165 0.025
Si -0.0187 0.0274 -0.0223
Si 0.0212 -0.0092 -0.0122
Si -0.0543 0.0569 0.0794
Si -0.0096 0.0145 0.0066
Si -0.0056 -0.0064 0.0038
Si -0.0068 0.0008 0
Si -0.0147 -0.0052 0.0231
Si -0.0058 0.0147 -0.01
Si 0.0118 0.0176 0.0472
Si -0.023 0.0361 0.021
Si 0.0106 -0.0282 -0.0014
Si 0.0122 0.0055 -0.0114
Si 0.0085 -0.003 0.0043
Si 0.0197 -0.005 -0.0146
Si 0.0016 0.0061 -0.0081
Si -0.006 -0.0002 0.0051
Si -0.0037 -0.0138 -0.032
Si -0.0068 -0.0033 -0.0139
Si -0.0054 0.0107 -0.0021
Si -0.0012 0.002 0.0042
Si 0.0023 -0.0061 0.0066
Si -0.0049 0.0049 0.0005
Si -0.0016 -0.0019 0.0054
Si -0.0048 0.0049 -0.0011
Si -0.0014 0.0012 0.0025
Si 0.0069 -0.0071 0.0017
Si 0.0004 0.0105 0.0038
Si 0.0025 -0.0009 0.0007
Si 0.0014 -0.0057 0.0001
Si -0.0005 -0.0016 -0.0021
Si -0.0027 -0.0007 0.0005
Si 0.0051 -0.0031 -0.0029
Si -0.0001 -0.0026 0.0003
Si 0 0.0026 -0.0021
Si -0.0032 -0.0003 -0.0037
Si -0.0089 0.0015 -0.0056
Si -0.0001 0.0035 0.002
Si -0.0021 0.0004 -0.0007
Si 0.0032 -0.0037 0.001
Si 0.0007 -0.0019 0.0018
Si 0.0036 -0.0026 0.0011
Si -0.0009 0.0054 -0.0031
Si 0.0011 0.0029 -0.0048
Si 0.0094 -0.0069 -0.006
Si -0.0017 -0.0017 -0.004
Si 0.006 0.0007 -0.0024
Si 0.0016 -0.0076 -0.0037
Si -0.0083 0.0027 -0.0029
Si -0.0053 0.0101 -0.0085
Si 0.0043 -0.0026 -0.0075
Si 0.0027 -0.0083 -0.0066
Si -0.0002 0 -0.004
Si 0.0016 0.027 -0.0017
Si 0.001 0.0135 0.0015
Si -0.0044 0.0058 -0.006
Si 0.0029 -0.0091 -0.0031
Si 0.0021 -0.0087 0.0095
Si -0.0064 0.0031 -0.0107
Si -0.0034 -0.0269 -0.0027
Si -0.0016 -0.0059 -0.004
Si 0.0032 -0.0148 -0.0113
Si -0.0029 -0.0004 0.0085
Si -0.0021 -0.0122 0.002
Si 0.0158 -0.0075 0.0063
Si 0.0065 0.0094 -0.0112
Si 0.0096 -0.0287 0.0171
Si 0.0102 0.0012 -0.0082
Si 0.0203 -0.0073 0.0061
Si 0.0227 0.0419 0.0717
Si 0.0073 0.0166 0.0184
Si -0.0029 0.0011 0.0171
Si 0.0048 0.0114 -0.0227
Si 0.0144 -0.0085 -0.0242
Si -0.0271 -0.0061 0.0049
Si -0.0528 -0.0284 0.0678
Si -0.0018 0.0019 0.0102
Si -0.0976 -0.0825 -0.1634
Si 0.0013 0.0202 0.0229
Si -0.0265 -0.0023 0.0145
Si 0.0381 0.0835 -0.0904
Si -0.0102 0.0503 0.002
Si -0.0177 0.0436 0.0374
Si -0.0641 0.034 0.0092
O 0.0035 -0.003 -0.0298
O -0.0096 0.0042 -0.0101
O 0.017 -0.0061 -0.0111
O 0.0081 0.0174 0.0141
O -0.0118 -0.0031 -0.0219
O -0.0038 0.0014 0.0133
O -0.0033 -0.0002 -0.0098
O 0.0297 -0.0101 0.0197
O -0.0079 -0.014 0.0017
O -0.0074 0.0072 -0.0235
O -0.0021 -0.0005 0.0012
O 0.008 -0.0165 0.0164
O -0.0098 0.0105 -0.0162
O 0.0539 -0.0395 -0.0045
O -0.026 0.0388 0.0762
O 0.0128 -0.0211 0.0104
O 0.0133 0.0002 -0.0206
O 0.0084 -0.0192 -0.0228
O 0.0036 0.0002 -0.0042
O -0.0169 0.0513 -0.0422
O -0.0113 0.0148 -0.0543
O 0.0267 -0.0096 -0.0097
O -0.0103 0.0024 -0.0364
O 0.0066 -0.0122 0.0088
Si -0.0075 0.0027 0.0068
Si 0.0051 -0.0054 -0.0002
Si -0.0022 -0.0004 -0.0021
Si 0.0233 -0.0178 -0.0098
Si 0.0146 -0.0074 -0.0214
Si -0.004 -0.0086 -0.0079
Si -0.0082 0.005 -0.0006
Si -0.0038 0.0017 -0.0122
Si -0.0042 -0.0015 0.0029
Si -0.0091 0.0222 -0.0114
Si 0 0.0059 -0.0042
Si 0.0187 0.007 -0.0077
Si -0.0033 0.0189 -0.001
Si 0.0048 -0.0101 0.0075
Si 0.0021 0.0074 -0.0006
Si -0.0062 0.0187 0.002
Si 0.003 -0.0012 0.0064
Si 0.0007 -0.0027 -0.0018
Si -0.0084 -0.0099 -0.0022
Si -0.002 0.0002 0.0036
Si 0.0061 0.003 0.0062
Si 0.0107 -0.0061 -0.0158
Si -0.0038 -0.0033 -0.0082
Si 0.003 0.001 -0.0039
Si 0.0009 -0.0218 -0.0021
Si 0.0176 -0.0074 0.0382
Si 0.0131 0.0124 0.0209
Si 0.0018 -0.0078 -0.008
Si 0.0101 -0.0043 0.0008
Si 0.0032 -0.0018 -0.0006
Si 0.001 -0.0044 0.0109
Si -0.0085 0.0059 -0.0029
Si -0.0058 0.0011 -0.0025
Si 0.0064 -0.0297 0.0038
Si 0.0073 -0.0013 -0.0038
Si -0.0018 -0.0023 0.0034
Si 0.0092 -0.008 0.0025
O 0.0063 -0.0014 -0.0124
O -0.0013 -0.0056 -0.006
O 0.0093 0.0017 -0.0012
O -0.0028 0.0064 -0.0036
O -0.0036 -0.0017 -0.0073
O -0.001 0.0123 0.0002
O 0.0026 0.0061 -0.0028
O -0.0014 -0.0017 0.0047
O 0.0033 -0.0018 -0.0015
O -0.0046 0.001 -0.0113
O -0.0014 -0.0091 0.0014
O 0.003 -0.0018 -0.0028
O -0.0116 -0.0026 0
O -0.01 0.0129 -0.0148
O 0.001 0 -0.005
O 0.0078 0.0036 -0.0012
O 0.0101 0.0035 0.0102
O 0.0203 0.003 -0.0037
O 0.0188 -0.0242 -0.0023
O -0.0084 0.0088 -0.0348
O 0.0005 -0.002 -0.0057
O 0.003 -0.002 0
O 0.0017 0.0004 -0.0033
O 0.0027 -0.0074 -0.0021
O 0.0042 0.0058 0.0025
O 0.0014 0.0008 0.0011
O 0.0086 0.004 0.0086
O -0.0062 -0.0271 0.0169
O -0.0056 -0.0028 -0.0075
O -0.0003 0.0088 0.0035
O 0.0089 0.0059 -0.0134
O -0.0033 -0.0044 -0.0072
O -0.0015 0.0002 -0.003
O -0.0026 0.0024 -0.0025
O -0.0033 -0.0059 -0.0057
O -0.0045 0.0008 -0.0045
O -0.0055 -0.0015 -0.0098
O -0.0004 0.0012 -0.0054
O -0.0312 0.0016 -0.0265
O 0.0015 -0.0054 -0.0017
O -0.0016 -0.0006 0.003
O -0.0063 0.007 -0.0056
O 0.0024 0.0007 -0.0117
O 0.0025 0.0039 -0.0028
O -0.0041 -0.0063 0.0027
O -0.0088 0.0031 -0.0056
O 0.0006 -0.0049 0.0006
O -0.0017 0.001 -0.0036
O 0.0021 -0.0001 -0.0004
O 0.0018 0.0091 -0.0043
O 0.0018 -0.0107 0
O -0.0131 0.0041 -0.0192
O -0.0039 -0.0007 -0.0006
O 0.0082 -0.0084 -0.006
O -0.0039 0.0005 -0.0036
O -0.0009 0.0074 0.0021
O -0.0081 0.0133 0.0107
O 0.0025 0.0063 -0.0073
O -0.0057 -0.0231 0.0051
O -0.0022 -0.0019 -0.0027
O -0.0013 -0.0044 -0.0065
O 0.0039 -0.0014 -0.0004
O 0.0001 -0.0124 -0.0068
O 0.0133 0.0257 -0.0038
O 0.0061 0.002 -0.0003
O -0.0047 -0.0021 0.0023

The program warned: the cutoff lies below the one the program advises for these potential files; the exchange-correlation potential is rough where the density is thin.
